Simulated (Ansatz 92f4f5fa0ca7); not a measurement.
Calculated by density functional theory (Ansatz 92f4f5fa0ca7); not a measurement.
Periodic cell of 214 atoms, Si128O86, from a study of silicon, its oxide and their interface. The atomic structure is a simulated model.
This geometry differs little from another in the collection (a relaxation step or a small displacement).

Settings
functional: r2SCAN
potential files: Ansatz PAW
basis: plane waves
wave-function cutoff: 800 eV
density cutoff ratio: 5
exchange-correlation grid ratio: 1
k mesh: 1 x 1 x 1, shifted by 0.5 0.5 0 of a step
self-consistency stop: 1e-10 eV per atom in the density residual
occupations: fixed
spin: none
net charge: 0

Cell vectors (angstrom)
a  10.88  0  0
b  0  10.88  0
c  -2.6705  3.8909  31.3731

Atoms: element, x, y, z (angstrom)
Si  7.8952  6.2953  -2.0408
Si  12.5776  8.7239  -2.8623
Si  8.2272  4.1016  1.4599
Si  6.8851  13.4208  0.3806
Si  1.9441  7.5681  0.0745
Si  4.4776  10.5731  0.0777
Si  11.7377  14.2159  0.1536
Si  5.4005  4.3439  -1.7198
Si  8.1254  9.5577  1.375
Si  9.5354  13.5736  2.7983
Si  8.6031  10.1226  -8.2157
Si  10.9593  6.7491  1.3198
Si  2.7842  9.444  1.28
Si  5.4299  12.1147  1.5876
Si  13.4877  15.0306  1.497
Si  5.4124  6.8271  1.4305
Si  6.8169  10.8044  2.8995
Si  10.7869  12.3131  1.2145
Si  6.808  5.4636  2.7344
Si  9.5541  8.1694  2.6267
Si  12.2241  10.8928  2.5387
Si  14.892  13.5785  2.743
Si  12.1944  16.3609  2.8896
Si  4.0947  8.1969  2.8134
Si  5.4325  9.4939  4.2262
Si  8.1745  12.2314  4.1494
Si  5.4231  14.9588  4.0518
Si  8.1811  6.8327  4.0631
Si  10.9007  9.5423  3.9797
Si  13.5317  12.209  4.0574
Si  10.8586  14.9419  4.1845
Si  13.6005  6.8411  4.1485
Si  6.825  8.1251  5.5084
Si  9.5652  10.8585  5.4232
Si  6.7817  13.6163  5.4296
Si  9.4849  16.3357  5.4783
Si  12.2157  8.2085  5.4253
Si  14.9129  10.8995  5.478
Si  12.2377  13.5693  5.4921
Si  14.961  16.3147  5.4368
Si  8.2055  9.5273  6.8037
Si  10.8682  12.2048  6.833
Si  8.112  14.9606  6.8186
Si  10.8889  6.8236  6.7918
Si  13.554  9.5249  6.8207
Si  5.4312  12.28  6.7971
Si  13.6241  14.9566  6.8067
Si  5.4238  6.7635  6.8252
Si  6.8286  10.9199  8.1166
Si  9.4829  13.577  8.1509
Si  6.7392  16.2786  8.196
Si  9.5518  8.172  8.1719
Si  12.2194  10.8615  8.2087
Si  4.1128  13.6382  8.1901
Si  12.2552  5.4482  8.1375
Si  14.9242  8.1496  8.145
Si  5.4381  9.5571  9.399
Si  8.1337  12.2544  9.5741
Si  5.4225  14.9589  9.6565
Si  8.1357  6.7947  9.422
Si  10.881  9.5061  9.6076
Si  13.623  12.2496  9.4654
Si  10.8804  14.9395  9.4398
Si  13.5988  6.7831  9.5521
Si  6.7705  8.179  10.7075
Si  9.4849  10.8808  10.9386
Si  6.7957  13.5836  11.0253
Si  9.4653  5.4011  10.728
Si  12.2517  8.112  10.9505
Si  4.1304  10.9146  10.7851
Si  12.2601  13.5926  10.7885
Si  4.0538  16.359  11.0069
Si  8.0399  9.476  12.1825
Si  10.9203  12.2604  12.1933
Si  8.216  15.0072  12.2796
Si  10.7578  6.7027  12.1527
Si  2.8733  9.5021  12.1512
Si  5.3991  12.1982  12.345
Si  13.4966  14.9584  12.2705
Si  5.5181  6.9142  12.2234
Si  6.3472  10.3825  13.5622
Si  9.9956  14.0121  13.4809
Si  6.6289  8.3166  0.0697
Si  8.978  7.6842  13.3501
Si  1.6843  11.05  13.3821
Si  3.7415  13.373  13.5846
Si  9.585  5.4165  19.7657
Si  4.6196  8.6848  13.5318
Si  3.8819  7.5093  15.4396
Si  10.0716  7.9119  21.4788
Si  7.2815  5.9481  13.4654
Si  8.5762  14.9063  22.273
Si  5.194  6.3091  -5.7075
Si  4.1362  11.0514  -7.6288
Si  13.08  8.6942  -8.0993
Si  5.0753  13.9789  16.3571
Si  10.4175  7.7916  16.0376
Si  11.5688  10.6702  21.1072
Si  12.6847  13.1576  -7.5223
Si  8.1361  6.9727  17.8425
Si  8.4875  10.4927  -5.1845
Si  7.1277  9.0778  21.4973
Si  5.8137  5.8758  -8.6986
Si  11.9856  6.1704  15.3648
Si  7.8774  7.4039  -4.9891
Si  4.4367  7.433  21.1335
Si  13.0581  11.1093  18.6515
Si  4.0252  8.6937  18.3943
Si  3.6469  5.8386  0.2472
Si  5.667  11.6925  -5.0665
Si  8.6164  6.9865  -7.8261
Si  12.6625  14.8776  -5.1288
Si  3.1655  13.8553  18.778
Si  12.2219  13.2608  -2.6669
Si  7.0639  11.7303  16.329
Si  3.5945  4.4213  21.6169
Si  4.8717  14.5322  -4.5636
Si  9.031  11.2371  -0.0339
Si  11.4468  4.1281  17.5695
Si  9.7083  13.1311  15.6515
Si  11.4996  10.5603  16.12
Si  6.9373  9.7627  18.6356
Si  11.6077  4.9174  13.4325
Si  13.0359  7.0001  -5.4422
Si  3.5739  11.1215  -2.7836
Si  9.8846  5.06  0.0689
Si  10.2859  10.9436  -2.7659
Si  6.3425  5.6725  15.6211
O  6.9003  10.6964  15.0916
O  5.8217  14.1516  -0.6058
O  4.1968  5.3064  -1.2202
O  12.1123  10.1644  14.6813
O  11.3764  9.7774  -2.8191
O  7.3866  7.5923  -1.1936
O  12.5652  13.9121  -1.2374
O  9.7411  6.0772  -8.5271
O  7.8064  8.4267  18.4271
O  9.6003  6.9862  17.1792
O  3.3791  14.674  -5.1235
O  11.7444  11.2342  19.6032
O  13.3529  12.2346  -3.1935
O  7.9167  12.395  -0.3844
O  4.2193  14.3595  17.6689
O  12.227  5.2304  16.6838
O  7.2113  6.644  -8.5348
O  4.2913  5.8781  21.5337
O  4.1929  14.0386  15.004
O  4.8641  14.3537  -2.9632
O  8.3792  8.9193  -4.8949
O  12.5302  7.8125  -1.5283
O  5.3977  9.5207  18.2445
O  7.0331  6.6062  16.7466
O  9.2376  4.2555  20.83
O  10.6229  11.6356  21.9882
O  3.7548  6.8579  -5.2464
O  5.6663  5.0156  -4.865
O  8.5091  8.273  21.5312
O  12.6049  11.2024  17.105
O  4.1598  7.5523  19.5378
O  10.3889  14.1657  16.6933
O  12.4492  7.7965  -4.1675
O  13.5342  12.2208  14.0011
O  13.3191  6.9956  14.9367
O  6.2935  7.4404  -5.3621
O  5.6566  12.4873  16.558
O  5.1125  5.8248  -7.2438
O  12.5466  14.0515  18.2316
O  7.1489  10.4141  -8.8358
O  11.4838  12.3506  -8.2246
O  4.8053  6.1802  15.5494
O  6.7061  5.212  -2.0685
O  3.534  9.5633  -7.8168
O  5.1975  10.9588  -6.4186
O  11.8693  9.7154  -8.3783
O  8.2115  5.8718  19.027
O  5.553  9.445  -0.4703
O  10.9432  9.1727  16.7394
O  13.0391  4.5473  22.3667
O  13.0549  10.6356  21.7367
O  12.0333  14.4831  -3.6971
O  8.8851  8.548  -8.0719
O  9.2209  5.6443  -1.3443
O  12.7132  7.7971  -6.8049
O  4.7995  11.2634  -3.7898
O  10.8711  12.4135  -2.4484
O  9.3372  10.5787  -1.5027
O  5.9254  7.9913  21.4433
O  9.3895  8.2267  14.8547
O  3.9757  11.3902  -1.2414
O  3.4086  14.6734  20.1464
O  9.6409  11.0617  -4.2269
O  13.2374  14.3633  -8.4488
O  10.283  6.7103  20.4326
O  2.9943  12.1122  -7.1967
O  10.6559  4.8147  18.7647
O  3.0547  9.5961  -2.9142
O  8.1494  12.8796  16.0061
O  8.7834  10.7797  -6.7428
O  5.5956  13.2917  -5.2746
O  12.0678  13.8299  -6.1951
O  12.342  5.5363  -5.4908
O  6.9937  14.6726  22.1421
O  3.2731  12.2524  19.0069
O  3.6754  8.1092  16.9376
O  7.1641  11.2662  -4.7362
O  10.3613  11.6595  15.8443
O  7.4855  10.9442  17.6849
O  3.3858  8.3029  22.0256
O  7.0539  10.0889  20.2219
O  6.2909  4.1527  16.1827
O  8.2142  6.6978  -3.5738
O  10.9431  9.1892  21.063
O  8.6179  6.6638  -6.231
O  2.8542  9.6698  18.9054

Results
free energy: -130929.458 eV
free energy less fixed offsets of O -570.45, Si -639.56 eV per atom: -7.078 eV

Forces (eV/angstrom), in the order of the atoms: element, x, y, z
Si  0.0064  -0.0053  0.1164
Si  -0.0047  0.0028  0.1209
Si  -0.0011  0.0002  -0.0034
Si  0.0108  -0.0077  0.0336
Si  0.0058  -0.0065  0.0381
Si  0.0066  -0.0119  0.0467
Si  -0.0142  0.0078  0.0358
Si  -0.0032  0.0135  0.1037
Si  0  -0.0005  -0.0023
Si  -0.0003  0.0012  -0.0013
Si  0.0138  -0.0035  0.1194
Si  -0.0007  0.0012  -0.0025
Si  -0.0021  0.001  -0.0053
Si  0.0008  0.0001  -0.0004
Si  -0.0004  -0.0006  -0.0009
Si  0.0005  -0.0006  -0.0022
Si  -0.0012  -0.0002  -0.0004
Si  0.0012  -0.0015  -0.0038
Si  0.0005  0.0005  0.0002
Si  -0.0001  -0.001  0.0004
Si  -0.0002  -0.0004  0.0002
Si  -0.0009  -0.0005  0.0008
Si  -0.0003  0.0004  -0.0004
Si  0.0008  -0.0005  0.0004
Si  -0.0004  0.0001  0.0004
Si  -0.0009  -0.0005  0.0004
Si  -0.0003  -0.0008  -0.0004
Si  -0.001  0.0001  -0.0004
Si  -0.0007  -0.0002  0.0002
Si  -0.0006  0.0004  -0.0003
Si  0.0001  -0.0001  0.0003
Si  -0.0012  0.0001  0.0005
Si  0.0004  0.0003  -0.0004
Si  -0.0008  -0.0008  -0.0005
Si  -0.001  -0.0005  -0.0001
Si  -0.001  0  -0.0005
Si  -0.0009  0.0005  -0.0006
Si  -0.0001  0.0006  -0.0004
Si  0.0001  -0.0005  -0.0002
Si  -0.0006  0  -0.0008
Si  -0.0005  0.0006  -0.0009
Si  -0.0005  -0.0002  -0.0006
Si  -0.0011  -0.0007  -0.0004
Si  0  0.0004  -0.0012
Si  -0.0011  -0.0003  -0.0006
Si  0.0002  0.0003  -0.0005
Si  0.0002  -0.0002  -0.0006
Si  -0.0005  -0.0006  -0.0004
Si  -0.0011  0.0003  -0.0005
Si  -0.0008  -0.001  -0.0002
Si  -0.0011  -0.0004  -0.0013
Si  -0.0004  0.0001  -0.0009
Si  -0.0002  -0.0005  -0.0006
Si  -0.0006  0  -0.001
Si  0.0001  0  -0.0002
Si  -0.0008  0.0005  -0.0002
Si  -0.0005  -0.0008  -0.0006
Si  -0.0003  -0.0001  -0.0008
Si  -0.0011  0.0003  0.0002
Si  -0.001  -0.0003  0
Si  -0.0007  -0.0002  0.0013
Si  -0.0008  -0.0001  0.0004
Si  -0.0011  -0.0002  0
Si  -0.0007  -0.0002  0.0004
Si  -0.0013  -0.0018  -0.0004
Si  0.0001  0.0003  0.0018
Si  0  0.0003  0.0026
Si  0  -0.0001  0.0007
Si  -0.0009  -0.0002  0.0011
Si  -0.0007  0.0009  0.0003
Si  0.0016  -0.0007  0.0007
Si  -0.0003  0  0.0013
Si  -0.0006  -0.0009  -0.0022
Si  -0.0022  0.0037  -0.0028
Si  0.0024  0.0041  -0.0033
Si  0.0009  -0.0043  -0.001
Si  0.0032  -0.0026  -0.0001
Si  -0.0008  -0.0024  -0.0027
Si  -0.006  -0.0001  -0.003
Si  0.0027  0.0022  0.0003
Si  0.0086  0.0067  0.0323
Si  -0.0017  -0.0015  -0.0003
Si  -0.008  0.0095  0.0389
Si  0.0073  0.0064  0.03
Si  -0.0058  -0.0082  0.0358
Si  0.0038  0.0089  0.0406
Si  -0.0005  -0.0045  0.1418
Si  -0.0035  -0.0053  0.0017
Si  -0.0047  -0.0016  0.0812
Si  0.0109  0.004  0.1163
Si  -0.0037  -0.0018  0.0027
Si  -0.017  -0.0122  0.1174
Si  0.007  -0.0014  0.117
Si  0.0102  -0.0038  0.1226
Si  0.0015  -0.0042  0.1239
Si  -0.0161  -0.0033  0.0929
Si  -0.015  -0.0038  0.0731
Si  -0.0069  0.0014  0.1307
Si  0.0004  0.0033  0.1285
Si  0.0032  0.0028  0.1174
Si  0.0147  0.0085  0.1282
Si  0.0074  -0.0001  0.1265
Si  -0.0001  0.0159  0.1355
Si  0.0067  -0.0071  0.0596
Si  0.0006  -0.0061  0.134
Si  -0.0092  -0.004  0.1243
Si  -0.0114  -0.0022  0.1211
Si  0.0057  0.002  0.1314
Si  -0.0091  0.0079  0.0271
Si  -0.0079  0.0153  0.1215
Si  -0.0103  0.0149  0.1238
Si  0.0077  0.0023  0.1216
Si  0.0021  0.0058  0.1317
Si  0.0005  -0.0082  0.111
Si  -0.0027  -0.0059  0.0954
Si  -0.0074  -0.0039  0.1436
Si  -0.0005  -0.0116  0.1208
Si  -0.004  0.0074  0.0498
Si  -0.0038  -0.0017  0.129
Si  0.002  -0.0049  0.0735
Si  0.0203  0.0124  0.0905
Si  -0.0105  -0.0096  0.1219
Si  0.0021  -0.0008  -0.0034
Si  -0.0068  -0.0022  0.1272
Si  -0.0138  0.0002  0.1061
Si  0.0113  -0.0092  0.0287
Si  0.0002  -0.0056  0.1126
Si  0.0023  0.008  0.0765
O  -0.0122  -0.0181  -0.0614
O  -0.0155  0.0175  -0.0481
O  0.017  -0.0193  -0.0468
O  0.0113  0.0027  -0.0564
O  0.0019  -0.0015  -0.0305
O  0.0137  -0.0213  -0.0519
O  0.0102  -0.0183  -0.0717
O  0.0156  -0.0308  -0.0676
O  0.0082  -0.0198  -0.047
O  0.0297  0.0124  -0.0618
O  -0.0133  0.0027  -0.044
O  0.0241  0.0088  -0.0835
O  0.0047  0.0032  -0.0358
O  0.002  -0.005  -0.0205
O  0.03  0.0009  -0.073
O  0.0011  0.0301  -0.0673
O  -0.0128  -0.0114  -0.0483
O  0.0052  0.0165  -0.0419
O  -0.0144  -0.0092  -0.0569
O  -0.0089  -0.0103  -0.0778
O  -0.0018  0.0011  -0.0405
O  -0.002  0.0212  -0.0795
O  -0.0018  0.0023  -0.0375
O  -0.0257  -0.0235  -0.0726
O  0.0204  0.0256  -0.0888
O  0.0182  -0.0303  -0.0708
O  0.0076  -0.0006  -0.0387
O  -0.0001  0.0269  -0.0551
O  -0.0082  0.0053  -0.0418
O  -0.0283  -0.0077  -0.0734
O  -0.0073  0.0226  -0.0929
O  -0.0213  -0.0233  -0.063
O  0.0091  -0.0302  -0.0816
O  -0.0009  -0.0005  -0.0195
O  -0.0019  -0.0009  -0.0265
O  -0.0119  -0.0054  -0.0436
O  0.0035  0.0027  -0.0313
O  0.0155  -0.0113  -0.1037
O  -0.0226  0.0127  -0.0487
O  -0.0244  0.016  -0.0582
O  -0.0111  -0.018  -0.0531
O  0.0076  0.0062  -0.0304
O  0.0006  -0.0005  -0.0371
O  -0.0056  -0.0049  -0.0381
O  -0.0268  -0.0114  -0.0833
O  -0.01  0.018  -0.0443
O  -0.0183  0.0207  -0.0669
O  -0.0023  0.0031  -0.0214
O  -0.0024  -0.012  -0.0348
O  0.0312  0.0052  -0.0723
O  -0.0261  0.0082  -0.0615
O  0.0102  0.0265  -0.0774
O  0.0013  0.001  -0.0398
O  -0.0255  0.0163  -0.0505
O  0.0015  0.0325  -0.0882
O  0.0363  0.0085  -0.0711
O  0.0038  -0.0016  -0.0362
O  0.0206  -0.0036  -0.0744
O  -0.0041  -0.0037  -0.0421
O  -0.0194  -0.0024  -0.0552
O  -0.0117  0.0066  -0.0735
O  -0.0101  -0.0343  -0.1058
O  -0.029  -0.0109  -0.0736
O  -0.0029  0.0245  -0.0812
O  -0.0088  -0.0299  -0.0658
O  -0.0037  -0.0005  -0.0411
O  0.031  -0.0243  -0.0838
O  0.0023  -0.0012  -0.0338
O  0.0149  0.0105  -0.031
O  0.0029  -0.0056  -0.0985
O  0.0064  -0.0115  -0.0384
O  0.0029  -0.0281  -0.0836
O  -0.0005  0.0055  -0.0391
O  0.0157  0.0094  -0.0451
O  0.0008  0.0023  -0.0402
O  -0.0018  -0.0228  -0.0944
O  0.0022  -0.0052  -0.039
O  -0.0105  0.0105  -0.0316
O  0.0033  0.0302  -0.0648
O  0.0169  -0.03  -0.0559
O  -0.002  0.0098  -0.0912
O  0.003  0.0147  -0.0346
O  -0.003  0.0231  -0.0972
O  0.0005  0.0046  -0.0391
O  0.0123  -0.0083  -0.09
O  0.006  -0.0039  -0.048

The program warned: the cutoff lies below the one the program advises for these potential files; the forces do not sum to zero within the program's tolerance; empty levels may hold ghost states of the PAW files; the exchange-correlation potential is rough where the density is thin.
